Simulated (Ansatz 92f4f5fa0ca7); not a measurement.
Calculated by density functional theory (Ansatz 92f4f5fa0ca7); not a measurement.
Periodic cell of 219 atoms, Si133O78N8, from a study of silicon, its oxide and their interface. The atomic structure is a simulated model.
Doubt: the cutoff is far below the 930 eV that the study's wrapper takes by default for these files, so forces and energies are approximate.
This geometry differs little from another in the collection (a relaxation step or a small displacement).

Settings
functional: PBE
potential files: Ansatz PAW
basis: plane waves
wave-function cutoff: 580 eV
density cutoff ratio: 5
exchange-correlation grid ratio: 1
k mesh: 1 x 1 x 1, Gamma-centred
self-consistency stop: 5e-08 eV per atom in the density residual
occupations: fixed
spin: none
net charge: 0

Cell vectors (angstrom)
a  10.938  0  0
b  0  10.938  0
c  0  0  31.3362

Atoms and the computed forces on them: element, x, y, z (angstrom), force x, y, z (eV/angstrom)
Si  -0.3152  0.0904  23.4972  0.0305  0.2509  0.2102
Si  5.5466  -0.1719  23.8256  0.1667  -0.2572  -0.351
Si  2.5536  3.0227  23.9599  -0.1989  -0.0137  -0.2574
Si  8.5463  2.5251  23.8039  -0.0078  0.1063  -0.1172
Si  0.2908  5.1413  24.0113  -0.0721  -0.034  -0.2401
Si  5.1208  5.7595  23.7971  0.5809  -0.397  0.0168
Si  2.7187  7.6336  23.7002  -0.114  0.375  -0.1592
Si  7.8755  8.6904  23.8664  -0.1465  -0.0923  -0.086
Si  1.3533  1.2819  25.0478  -0.2793  -0.097  -0.5396
Si  6.8001  1.4018  25.0931  0.1999  0.0601  -0.1633
Si  4.1145  4.1682  25.2645  0.0598  0.0394  -0.2284
Si  9.5919  4.0425  25.2681  -0.085  -0.0766  -0.1465
Si  1.4005  6.7284  25.3593  -0.3181  -0.1068  -0.1673
Si  6.7468  6.9563  25.1182  -0.0902  0.0307  -0.2804
Si  3.9925  9.4541  25.0369  -0.1596  -0.246  -0.3366
Si  9.5407  9.6637  25.192  0.1274  -0.0342  -0.2707
Si  2.7069  -0.061  26.4566  0.126  0.1281  0.1329
Si  8.1747  0.0654  26.5488  -0.0498  0.0579  0.0531
Si  0.0371  2.6681  26.5616  0.1426  -0.0172  -0.0781
Si  5.4831  2.7515  26.5264  -0.0129  -0.1189  0.1606
Si  2.7685  5.437  26.6624  0.115  0.0588  0.196
Si  8.163  5.5048  26.4987  -0.0875  -0.0052  -0.0578
Si  -0.0135  8.2167  26.5288  -0.0966  0.0896  0.0717
Si  5.4105  8.2452  26.5473  0.0635  0.0506  -0.0309
Si  4.1018  1.3673  27.9179  -0.0834  -0.2261  -0.6098
Si  9.5708  1.3673  27.9179  -0.0341  0.0712  0.25
Si  1.3673  4.1018  27.9179  -0.0243  -0.5298  0.4021
Si  6.8362  4.1018  27.9179  0.0495  0.1592  -0.1769
Si  4.1018  6.8362  27.9179  0.2313  0.2266  0.5173
Si  9.5708  6.8362  27.9179  -0.1818  0.093  -0.3247
Si  1.3673  9.5708  27.9179  -0.095  -0.0275  -0.2075
Si  6.8362  9.5708  27.9179  -0.1659  0.2355  -0.1158
Si  0  0  29.2852  -0.0447  -0.0428  -0.0286
Si  5.469  0  29.2852  0.0573  -0.0318  -0.0009
Si  2.7345  2.7345  29.2852  -0.1212  0.0184  0.0142
Si  8.2035  2.7345  29.2852  0.1441  0.0545  -0.0208
Si  0  5.469  29.2852  -0.0398  -0.1131  -0.0477
Si  5.469  5.469  29.2852  0.023  0.0777  0.0166
Si  2.7345  8.2035  29.2852  0.0338  0.0059  -0.0059
Si  8.2035  8.2035  29.2852  -0.023  -0.033  -0.0325
Si  1.3673  1.3673  30.6524  0.0156  -0.0226  -0.0117
Si  6.8362  1.3673  30.6524  -0.0475  0.0799  -0.0214
Si  4.1018  4.1018  30.6524  0.0548  -0.0516  -0.0111
Si  9.5708  4.1018  30.6524  -0.0518  0.0021  -0.0029
Si  1.3673  6.8362  30.6524  -0.0049  0.0276  -0.0332
Si  6.8362  6.8362  30.6524  -0.0082  -0.0225  0.0029
Si  4.1018  9.5708  30.6524  -0.0309  -0.0087  -0.009
Si  9.5708  9.5708  30.6524  0.0371  0.0372  -0.0218
Si  2.7345  0  0.6835  -0.0211  -0.0161  0.0479
Si  8.2035  0  0.6835  0.0177  -0.0785  0.0328
Si  0  2.7345  0.6835  0.0117  0.0407  -0.0231
Si  5.469  2.7345  0.6835  0.0321  -0.0433  -0.0174
Si  2.7345  5.469  0.6835  -0.0265  -0.024  0.0394
Si  8.2035  5.469  0.6835  0.0444  0.0022  0.0495
Si  0  8.2035  0.6835  -0.0046  -0.0081  0.0141
Si  5.469  8.2035  0.6835  -0.0271  0.0622  -0.0279
Si  4.1018  1.3673  2.0507  0.1814  0.2505  -0.0198
Si  9.5708  1.3673  2.0507  0.1099  0.0807  0.0368
Si  1.3673  4.1018  2.0507  -0.1305  -0.1546  0.0317
Si  6.8362  4.1018  2.0507  -0.0787  -0.0652  0.0145
Si  4.1018  6.8362  2.0507  0.0864  0.1061  0.0101
Si  9.5708  6.8362  2.0507  -0.0093  -0.0009  0.0833
Si  1.3673  9.5708  2.0507  -0.0777  -0.0301  -0.0035
Si  6.8362  9.5708  2.0507  -0.0763  -0.1068  -0.026
Si  0  0  3.418  0.1189  -0.1665  -0.2828
Si  5.469  0  3.418  0.4387  0.2115  -0.1028
Si  2.7345  2.7345  3.418  0.4031  0.3378  -0.1465
Si  8.2035  2.7345  3.418  -0.1991  0.0477  0.3575
Si  0  5.469  3.418  -0.0655  -0.2205  0.2489
Si  5.469  5.469  3.418  0.0791  -0.0763  0.126
Si  2.7345  8.2035  3.418  0.0049  -0.0136  0.2386
Si  8.2035  8.2035  3.418  -0.5413  -0.1433  0.154
Si  1.4871  1.2855  4.7149  0.1632  0.0669  -0.0951
Si  6.8363  1.3667  4.8535  -0.0086  -0.0263  -0.0662
Si  4.0747  4.1841  4.8324  -0.2278  0.0464  0.0385
Si  9.5324  4.1075  4.8398  -0.056  -0.0204  -0.044
Si  1.4021  6.7784  4.7966  0.0615  0.0261  -0.0209
Si  6.809  6.773  4.8769  0.0865  -0.0459  0.0942
Si  4.165  9.5829  4.7676  -0.0302  0.0256  -0.1159
Si  9.5104  9.6141  4.7322  -0.2206  -0.0163  -0.0706
Si  2.8977  0.0148  6.1805  0.017  0.21  0.2994
Si  8.2722  0.0418  6.2545  0.3756  -0.0739  0.2942
Si  0.1246  2.6819  5.9271  -0.0625  -0.0802  0.3047
Si  5.3807  2.7548  6.1503  -0.0648  -0.1313  -0.0462
Si  2.7848  5.5813  6.3666  -0.2069  0.0799  0.4858
Si  8.155  5.4005  6.4067  -0.0063  0.069  0.5821
Si  -0.0959  8.1585  5.9328  -0.0784  0.084  0.1215
Si  5.4312  8.2448  6.1897  -0.0307  -0.0381  0.3088
Si  3.8746  1.745  7.6786  -0.3246  -0.0026  0.2278
Si  10.2408  1.0053  7.3741  -0.0654  -0.2683  -0.2123
Si  1.481  3.8313  7.4574  0.3493  0.2336  -0.0778
Si  6.6977  3.7527  7.7706  0.4951  -0.0074  0.0408
Si  3.6336  7.5739  7.7963  -0.0432  -0.3347  0.1472
Si  9.5013  7.0951  7.6171  -0.2458  -0.0244  -0.1974
Si  1.2948  9.5719  7.1132  -0.3893  0.1883  0.0858
Si  7.1686  9.2704  7.4717  -0.0541  -0.0235  0.0622
O  10.6826  -5.0136  22.6518  0.0992  -0.0914  0.2005
N  4.4561  1.9031  20.1716  -0.0443  -0.1021  0.1711
N  3.7678  6.436  22.8917  -0.0331  0.265  0.245
O  9.5463  1.3463  23.1868  0.0917  -0.2093  0.183
O  6.659  4.7791  11.7824  0.0657  -0.0982  -0.0395
O  11.2158  -0.2562  7.8802  0.0115  0.061  -0.358
O  2.1044  6.5479  10.0613  -0.039  -0.0032  0.1071
N  1.9911  8.3218  8.1234  0.4061  0.0299  -0.1256
O  11.5731  4.2314  8.8104  -0.107  0.0004  0.0074
N  -0.4386  6.6756  9.0381  0.0348  0.1013  -0.2944
O  11.0242  7.4349  12.6618  0.0017  -0.061  0.0052
O  2.5941  2.7366  8.0065  -0.035  0.0597  -0.3563
O  8.9024  6.017  12.1083  0.1221  -0.0176  -0.0004
O  4.4941  1.6427  9.2444  -0.1083  -0.1845  -0.3197
O  4.8549  4.7778  13.8355  -0.0532  -0.0257  0.0048
O  1.5083  7.9679  22.5534  0.1913  -0.0756  0.1291
O  6.1875  5.1499  22.7017  -0.0802  0.0089  -0.0028
O  4.9037  11.381  22.4296  -0.1044  0.0635  0.2748
N  10.8981  10.1799  21.8881  -0.1389  0.4351  0.5954
O  12.2922  4.0224  23.3772  0.1005  -0.001  0.5622
O  -2.6742  3.5083  22.5029  -0.0843  -0.0239  0.0327
Si  3.4058  8.7982  19.5697  -0.0007  0.0475  -0.088
Si  4.6548  1.5054  16.4004  0.1253  -0.0498  0.0452
Si  -1.2689  9.0464  21.3208  -0.1862  0.0268  -0.3002
Si  6.3811  3.8364  17.2002  -0.0708  -0.0469  -0.0711
Si  5.1551  0.5281  19.3046  0.0773  -0.0414  -0.3083
Si  9.5102  2.2125  13.238  0.022  -0.1915  0.0584
Si  4.2664  -3.0921  16.8263  0.1162  0.0325  -0.042
Si  18.4425  1.0081  11.6759  -0.0732  0.0248  0.1294
Si  -3.7509  8.1513  14.7249  0.0178  -0.0408  0.0403
Si  10.716  1.3292  18.3534  -0.1712  0.069  -0.0857
Si  1.2154  -0.2722  20.7629  0.1719  0.1319  -0.3862
Si  11.5447  6.8846  21.637  0.2749  -0.0879  -0.2115
Si  4.9264  -0.9475  14.7878  0.0137  -0.0094  0.0396
Si  8.0988  -0.2968  18.9977  0.0033  0.0457  -0.1253
Si  12.0063  11.3564  13.0634  -0.0141  0.0657  -0.0919
Si  8.2607  -6.305  11.5214  -0.3143  0.0726  0.1904
Si  3.4154  6.1469  21.1774  0.0267  0.01  -0.1414
Si  -0.3896  5.0585  9.755  0.0262  0.1052  0.0171
Si  1.6359  12.7642  15.8398  -0.0901  -0.0185  0.0006
Si  3.7774  12.3101  21.688  0.0807  -0.011  -0.0928
Si  8.8526  2.5741  9.3737  -0.0998  -0.1462  0.0383
Si  3.5591  9.8752  11.9537  -0.0781  -0.0459  0.1472
Si  10.4946  5.9068  12.5592  -0.1411  0.1101  0.1237
Si  15.9656  3.5664  19.9685  -0.0376  0.1587  -0.2857
Si  7.3117  4.5529  21.6933  -0.1236  -0.1417  0.2039
Si  5.0608  4.8042  12.1941  -0.0098  -0.0157  -0.0798
Si  9.08  6.5032  19.8778  -0.0383  -0.0014  -0.4716
Si  14.3996  -3.7879  10.7565  0.0433  -0.1902  0.1163
Si  9.5019  -6.7739  17.9507  0.0223  -0.0445  -0.0555
Si  10.7469  8.8132  11.8189  -0.0806  -0.0041  0.1416
Si  11.9622  -3.3197  9.3932  0.1726  -0.0978  -0.0345
Si  -5.6889  5.7805  15.0832  0.1251  0.0594  -0.0128
Si  -0.2745  4.0179  15.1515  -0.0973  -0.1174  0.0748
Si  7.7288  -2.0306  11.8383  0.0453  -0.1366  0.028
Si  -5.7249  -8.231  10.2641  0.0338  0.1142  -0.0704
Si  5.5059  8.9361  9.9584  0.2265  -0.1123  0.1768
Si  -3.5469  -2.8878  17.5528  0.0743  0.0928  -0.0008
O  4.3433  -7.3753  11.3777  0.0097  -0.0633  -0.069
O  2.969  8.3581  11.756  0.0348  0.0165  -0.0096
O  12.1202  3.3389  15.4025  0.0669  0.0242  -0.0061
O  4.5005  9.7646  13.2606  -0.0614  -0.0002  -0.0786
O  4.0914  4.7721  20.5856  -0.119  0.1046  0.1442
O  24.2631  11.4687  21.5605  -0.1769  -0.0967  0.1187
O  4.0197  -4.4974  15.977  -0.0441  -0.0055  0.0174
O  9.2665  0.5853  18.2879  -0.0202  -0.0236  0.0096
O  4.8061  0.5802  17.7204  -0.0127  0.0215  0.1412
O  -0.5732  2.9088  18.5191  0.0012  0.0011  0.0264
O  8.0478  -3.2034  16.0634  -0.028  -0.0049  0.0063
O  8.7559  8.3886  22.506  0.0118  0.1026  0.1043
O  8.0087  8.3658  13.3526  0.0118  -0.0131  -0.0097
O  11.1671  -5.8297  11.2946  0.0373  -0.0443  -0.185
O  8.5637  1.453  10.527  0.0106  0.0797  -0.1038
O  10.7532  5.1413  13.9751  0.0735  0.1437  -0.1113
O  4.5499  10.0819  10.6742  0.0443  0.0249  -0.0612
O  5.8765  3.865  9.246  0.1541  0.1381  -0.3306
O  8.7065  -1.0999  20.2682  0.1393  -0.1696  0.25
O  8.2653  1.1636  13.1334  -0.0178  0.0629  -0.1219
O  3.1419  2.1014  16.4021  -0.0439  0.0623  0.0006
O  -0.8741  4.6785  16.5041  0.0274  0.0534  -0.0104
O  13.3551  11.0576  12.1398  0.0335  -0.0292  -0.0517
O  4.0237  9.0833  15.7907  -0.0306  -0.0358  0.0397
O  3.4408  2.6659  22.6018  -0.0138  0.0929  0.2225
N  -1.9828  -6.6897  9.9286  0.41  -0.0608  -0.1086
O  8.1344  5.7787  21.0066  -0.0569  -0.0422  0.0462
O  0.6227  0.7403  19.6092  0.1124  -0.1864  0.2543
O  -6.4491  -0.9097  19.7625  0.0336  0.045  0.0552
O  -2.6083  -2.7219  8.0487  -0.0407  -0.1143  -0.2534
O  18.5226  -1.3115  17.8499  -0.0287  0.0084  -0.0102
O  -6.6209  -4.8025  11.669  -0.1789  0.0623  -0.0088
O  1.9296  -1.5597  20.0072  -0.0734  0.036  0.0963
N  4.4293  7.6802  9.4032  -0.0875  0.0725  -0.5083
O  6.2609  -5.8773  16.1402  0.0049  -0.0102  0.0007
O  7.097  -0.5398  11.725  0.0181  0.1392  -0.0333
O  -1.7085  8.9322  11.2265  0.0074  0.0231  -0.0642
O  6.5152  3.6422  20.6123  0.1927  0.0832  0.0818
O  7.738  2.4917  8.1554  0.1158  0.2712  0.1073
O  6.066  7.0141  14.3966  0.0049  -0.0514  -0.0213
O  9.8215  5.3337  19.0286  0.0108  0.0255  0.1195
O  6.7179  9.7248  23.2523  0.0093  -0.0782  0.6075
O  0.6832  -13.0344  10.4359  -0.0718  -0.1725  -0.1908
O  0.665  1.1706  16.9886  0.0613  -0.029  0.011
O  6.4792  -1.355  15.0362  -0.0264  0.0618  -0.0246
O  -4.7491  1.8847  11.2999  -0.0127  0.0126  -0.0591
O  -2.0075  -7.4508  12.4415  -0.0147  0.0899  -0.0776
O  12.5233  11.7005  14.5807  -0.0103  0.0038  -0.0039
O  5.9293  2.5173  16.3566  -0.0105  -0.0033  -0.0617
O  3.9371  7.5397  20.4685  -0.029  -0.086  0.0617
O  17.7275  0.5616  19.4939  -0.0258  -0.0075  0.0447
O  11.1139  9.9975  12.8829  -0.0107  -0.0796  -0.0516
O  3.2542  -2.7665  18.0584  -0.0258  0.0289  0.0424
O  15.7069  11.5677  15.0531  0.0212  0.017  -0.0466
O  6.3376  -1.1743  8.8242  0.0213  -0.0114  -0.2076
O  10.9584  12.5836  12.6597  -0.0012  -0.0278  0.0155
O  7.9027  3.8006  17.7923  0.0073  0.015  0.0069
O  10.1946  1.9423  8.7307  -0.0361  -0.016  0.0783
O  9.6902  2.7425  14.767  0.025  0.0273  -0.0585
O  6.5716  -2.8181  10.9695  -0.0233  0.1545  -0.1123
O  5.2527  14.8712  18.3848  -0.013  -0.0478  0.1607
O  -5.1533  7.7535  17.4602  -0.0713  -0.0274  0.0426
O  -2.8456  7.2409  18.7771  0.0608  -0.106  0.2027
N  -0.6261  7.5763  20.574  0.0553  0.1116  0.3609
O  1.7943  6.0282  20.8742  -0.0653  0.0281  0.0998

Results
free energy: -131990.105 eV
free energy less fixed offsets of N -385.13, O -568.88, Si -635.61 eV per atom: -0.295 eV

The program warned: the cutoff lies below the one the program advises for these potential files; the exchange-correlation potential is rough where the density is thin.
